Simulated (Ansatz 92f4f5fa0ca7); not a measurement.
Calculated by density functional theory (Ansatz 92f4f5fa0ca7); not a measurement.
Periodic cell of 252 atoms, Si144O100N8, from a study of silicon, its oxide and their interface. The atomic structure is a simulated model.
This geometry differs little from another in the collection (a relaxation step or a small displacement).

Settings
functional: r2SCAN
potential files: Ansatz PAW
basis: plane waves
wave-function cutoff: 800 eV
density cutoff ratio: 5
exchange-correlation grid ratio: 1
k mesh: 1 x 1 x 1, shifted by 0.5 0.5 0 of a step
self-consistency stop: 1e-10 eV per atom in the density residual
occupations: fixed
spin: none
net charge: 0

Cell vectors (angstrom)
a, 10.888, 0, 0
b, 0, 10.888, 0
c, 0, 0, 35.9678

Atoms and the computed forces on them: element, x, y, z (angstrom), force x, y, z (eV/angstrom)
Si, 1.4925, 1.4154, 1.4025, 0.0039, 0.002, 0.0051
Si, 3.1702, 2.3273, -0.034, -0.0131, 0.0013, -0.0946
Si, -0.1476, 5.7956, -0.1042, 0.0167, -0.005, -0.0953
Si, 3.0524, 8.0578, 0.1743, 0, 0.0102, -0.0725
Si, 5.328, -0.0272, 0.08, 0.0004, -0.0128, -0.0677
Si, 8.4344, 2.3997, -0.0338, -0.0159, 0.0074, -0.0903
Si, 5.1999, 5.757, 0.1495, 0.0094, -0.0071, -0.0774
Si, 8.5969, 8.0433, 0.2839, -0.0029, 0.011, -0.0617
Si, -0.1492, 0.2715, 0.2259, 0.0126, -0.0145, -0.0844
Si, 4.1321, 4.035, 1.3118, -0.0013, -0.003, 0.0036
Si, 1.4061, 6.839, 1.3381, 0.0008, 0.0001, 0.0049
Si, 4.1589, 9.5214, 1.5791, -0.0008, -0.0009, 0.002
Si, 6.8987, 1.2458, 1.3207, -0.0017, 0.0002, 0.002
Si, 9.5976, 4.101, 1.175, 0.0009, -0.0005, 0.005
Si, 6.8738, 6.8589, 1.3922, -0.0006, -0.0004, 0.0029
Si, 9.692, 9.5688, 1.6044, -0.0005, 0.0023, 0.0006
Si, 0.0728, 2.8051, 2.6703, -0.0014, 0, -0.0026
Si, 2.7414, 0.01, 2.8224, -0.0019, -0.0016, -0.002
Si, 0.144, 8.1623, 2.8417, 0.0024, -0.0018, -0.0018
Si, 2.7323, 5.3893, 2.6815, -0.0026, -0.0002, -0.0002
Si, 5.5314, 2.6824, 2.6636, 0.0005, 0.0003, -0.0018
Si, 8.196, -0.0213, 2.8233, -0.0022, -0.0014, -0.0005
Si, 5.5533, 8.1588, 2.8476, 0.0008, -0.0002, -0.0015
Si, 8.2297, 5.4105, 2.6569, -0.0004, -0.0021, -0.001
Si, 1.376, 4.1097, 4.1129, 0.0011, -0.0006, 0.0004
Si, 4.1385, 1.3933, 4.0899, 0.0014, -0.0002, 0.0007
Si, 1.4324, 9.5317, 4.1962, -0.0011, -0.0002, -0.0003
Si, 4.1182, 6.7456, 4.0634, -0.0009, -0.0009, 0.0004
Si, 6.8606, 4.0612, 4.0385, 0.0005, -0.0002, 0.0017
Si, 9.5982, 1.3996, 4.0537, -0.0003, 0, 0.0001
Si, 6.8563, 9.5315, 4.2059, 0.0001, 0, 0.0011
Si, 9.5563, 6.7957, 4.0686, -0.0002, -0.0005, 0.0004
Si, 0.0167, 0.0169, 5.4736, -0.0001, 0, 0.0016
Si, 2.7518, 2.7308, 5.4597, 0.0006, -0.0005, 0.0008
Si, 0.0026, 5.462, 5.4538, -0.0016, -0.0016, 0.0008
Si, 2.7766, 8.1138, 5.4534, 0.0003, -0.0006, 0.0011
Si, 5.4493, 0.0148, 5.478, -0.0006, -0.0005, 0.0017
Si, 8.209, 2.7251, 5.4131, -0.0005, -0.0008, 0.0007
Si, 5.4755, 5.3974, 5.4341, -0.0012, 0.0006, -0.0003
Si, 8.2142, 8.1371, 5.5007, 0.0002, 0, 0.0009
Si, 1.3848, 1.3647, 6.8287, -0.0001, -0.001, 0.001
Si, 4.0953, 4.0873, 6.8414, -0.0001, -0.0009, 0.0003
Si, 1.3639, 6.8099, 6.8102, 0.0005, -0.0006, 0.0009
Si, 4.0852, 9.4994, 6.7898, -0.0007, 0.0002, 0.0006
Si, 6.8336, 1.3837, 6.7824, -0.0008, -0.0003, 0.0006
Si, 9.5134, 4.1042, 6.7859, -0.0003, -0.0001, -0.0002
Si, 6.8005, 6.7791, 6.8216, 0, -0.0002, 0.0012
Si, 9.5533, 9.5324, 6.8493, -0.0005, -0.0016, 0.0003
Si, 0.0004, 2.7751, 8.1245, 0.0019, 0.0006, 0.0002
Si, 2.7026, -0.0854, 8.1605, -0.002, -0.0004, 0.0007
Si, 0.0145, 8.1436, 8.2017, -0.0015, 0.0001, 0.0005
Si, 2.7017, 5.4669, 8.1844, 0.0009, -0.0011, 0.0005
Si, 5.4619, 2.694, 8.17, -0.0004, 0.0003, 0.0007
Si, 8.1532, 0.0237, 8.1563, 0.0002, -0.0004, 0.001
Si, 5.41, 8.1559, 8.1532, 0.0001, -0.0011, 0.0013
Si, 8.1371, 5.4067, 8.1891, -0.0007, -0.0006, 0.0001
Si, 1.3219, 4.1161, 9.5337, -0.0019, -0.0001, 0.0003
Si, 4.104, 1.2573, 9.4536, 0.0017, -0.0015, 0.0003
Si, 1.3553, 9.4744, 9.6026, 0.0029, -0.0005, 0.0011
Si, 4.0231, 6.8524, 9.5554, 0.0004, 0.0014, -0.0013
Si, 6.7649, 4.0627, 9.5809, -0.0003, 0.0009, 0.0001
Si, 9.521, 1.4351, 9.4575, 0.0001, 0.0005, 0.0014
Si, 6.7453, 9.5442, 9.4686, -0.0023, -0.0006, 0.0002
Si, 9.5144, 6.7652, 9.5251, 0, -0.0013, -0.0005
Si, -0.0628, 0.0458, 10.7858, -0.0002, 0.0014, -0.0015
Si, 2.6973, 2.6164, 10.6901, 0.0028, 0.0005, 0.0012
Si, -0.0504, 5.4434, 10.9771, 0.0003, -0.0015, 0.0008
Si, 2.7073, 8.1448, 11.0698, 0.0005, -0.0001, -0.0001
Si, 5.4161, -0.0446, 10.9296, 0.001, 0.0007, 0
Si, 8.1823, 2.7188, 10.9214, 0.001, 0.0002, -0.0008
Si, 5.3219, 5.4391, 10.8767, -0.0013, -0.0034, 0.0016
Si, 8.0766, 8.1542, 10.7527, -0.0003, 0.0005, 0.0003
Si, 1.3325, 1.3618, 12.1306, -0.0012, -0.0019, 0.0011
Si, 4.0255, 3.88, 12.0919, 0.007, 0.0029, -0.0143
Si, 1.1939, 6.8647, 12.403, 0.0046, -0.0039, 0.0042
Si, 4.058, 9.5715, 12.4265, -0.0024, 0, -0.0014
Si, 6.8315, 1.3145, 12.2351, -0.0014, -0.0012, -0.0007
Si, 9.4703, 4.0889, 12.3632, 0.0002, -0.0017, -0.0022
Si, 6.7088, 6.8461, 12.1319, 0.0013, -0.002, -0.0015
Si, 10.7264, 8.5037, 13.284, 0.0003, 0.0033, 0.0044
Si, 0.0721, 2.6855, 13.6157, 0.0011, 0.0072, -0.0008
Si, 2.6541, 0.1629, 13.6977, 0, -0.0006, 0.0029
Si, -1.6004, 9.6774, 12.0095, 0.0011, -0.0014, -0.0001
Si, 1.3502, 6.0972, 14.697, -0.0012, -0.0075, -0.0432
Si, 5.4938, 2.7281, 13.4468, 0, 0.0011, 0.0056
Si, 8.1096, -0.0294, 13.6583, -0.0038, 0.0009, 0.004
Si, 5.4719, 8.1242, 13.6795, -0.0025, -0.0019, 0.003
Si, 8.0356, 5.5948, 13.5638, -0.0009, -0.0023, 0.0025
Si, 1.9522, 3.8915, 14.4708, -0.015, 0.0083, -0.0269
Si, 3.98, 1.7417, 14.9286, -0.0118, 0.0092, -0.0684
Si, 0.8184, 10.0508, 14.7919, -0.0104, 0.0175, -0.0498
Si, 4.3581, 6.7552, 15.2596, 0.0021, -0.0033, -0.0646
Si, 6.3842, 4.4283, 14.7939, -0.0077, 0.0024, -0.0626
Si, 9.9528, 0.9011, 14.7976, -0.0001, -0.0009, -0.0045
Si, 7.0439, 9.246, 15.131, 0.0106, -0.001, -0.0652
Si, 9.3901, 7.2049, 14.6233, -0.0027, -0.0039, -0.0371
Si, -15.0369, -7.7638, 17.4797, -0.0002, -0.0225, -0.1318
Si, 12.4939, 6.9315, 27.6553, -0.0282, 0.0018, -0.2086
Si, -2.8744, 35.7138, 22.4357, 0.0161, 0.0304, -0.1769
Si, 37.2275, -10.5887, 29.404, -0.0091, 0.0115, -0.2097
Si, -5.6579, 13.6771, 21.5386, 0.0009, -0.0252, -0.2126
Si, 5.3484, -1.2492, 22.8037, 0.0381, -0.0114, -0.2173
Si, 12.1187, 5.0664, 21.3073, -0.0112, 0.0233, -0.2013
Si, -14.5892, 0.723, 24.3777, 0.012, 0.0271, -0.2167
Si, -12.0602, 10.0091, 23.6655, -0.0545, -0.004, -0.1791
Si, 8.6541, 10.199, 31.8549, 0.0164, 0.0287, -0.1486
Si, -1.5649, 27.394, 21.9617, -0.0004, -0.013, -0.1729
Si, -5.7032, 11.1813, 26.5409, 0.034, -0.019, -0.2415
Si, 9.223, 22.6943, 17.0163, -0.0074, -0.0062, -0.1108
Si, 21.0504, 34.4999, 32.1721, -0.0066, -0.0005, -0.1793
Si, -0.4744, 17.1282, 17.1718, 0.013, 0.0343, -0.1363
Si, 8.941, 8.648, 17.2602, 0.014, 0.0152, -0.1394
Si, -4.6417, 5.8993, 33.3772, -0.0113, -0.0062, -0.1587
Si, -5.8661, -2.0825, 17.3815, 0.0021, -0.0082, -0.132
Si, -9.8179, 0.9761, 18.683, 0.0007, -0.0268, -0.1572
Si, -9.8494, 1.0891, 24.0398, 0.008, 0.0113, -0.1978
Si, 5.7915, 21.9093, 20.2234, 0.0077, 0.0147, -0.2247
Si, -30.875, -11.8096, 33.9913, -0.039, -0.0027, -0.1832
Si, -19.0319, 3.4838, 23.3375, 0.0417, 0.0157, -0.2536
Si, -3.0421, 3.3334, 32.9963, 0.0122, -0.0294, -0.1798
Si, -3.973, -12.7766, 34.0511, 0.0131, -0.0054, -0.1528
Si, -8.6949, 3.8251, 30.9944, -0.0176, -0.0081, -0.205
Si, -6.7629, 13.032, 18.774, 0.0123, -0.0061, -0.167
Si, 2.0632, 20.0606, 17.5959, -0.0135, 0.0018, -0.1319
Si, 25.4382, 6.242, 31.6897, -0.0275, 0.0194, -0.1689
Si, 14.0974, -19.6589, 27.6239, -0.0004, 0.0034, -0.1915
Si, -2.1572, 4.5738, 19.021, -0.0297, 0.0047, -0.1834
Si, 1.0285, -5.1039, 32.8868, 0.0283, -0.0031, -0.1804
Si, -3.7604, 23.1846, 30.6033, -0.0397, -0.008, -0.1794
Si, 4.0115, 4.1795, 16.611, -0.0079, -0.0015, -0.1261
Si, 3.1863, -11.9825, 24.7442, 0.0226, 0.0012, -0.1921
Si, 6.0053, 0.5238, 17.1814, 0.007, -0.0031, -0.1357
Si, 2.3463, 4.4744, 26.3717, 0.0412, -0.0234, -0.2296
Si, -0.5819, 2.587, 20.451, 0.0151, -0.0175, -0.1804
Si, -29.9149, -2.3007, 29.8537, 0.0184, 0.0267, -0.2091
Si, 9.4977, 13.2204, 29.1818, 0.0318, 0.0096, -0.226
Si, 0.5504, -17.4167, 28.5457, 0.0069, 0.0296, -0.1963
Si, -19.6464, 6.0534, 18.4699, 0.0196, 0.0145, -0.1777
Si, 2.2519, 23.6243, 33.127, -0.0231, 0.0195, -0.1818
Si, -3.0644, 8.1386, 22.2844, -0.0293, -0.0537, -0.1763
Si, -21.2264, -1.9535, 25.8937, -0.0143, 0.0208, -0.207
Si, -14.8288, 8.6776, 19.4699, -0.0127, -0.0021, -0.2068
Si, -10.6026, 8.4503, 31.6435, 0.0247, 0.006, -0.1712
Si, 0.3199, 11.8932, 26.8944, 0.029, -0.0445, -0.2263
O, -5.1296, -0.9692, 34.7425, -0.0261, 0.0316, 0.076
O, -12.8125, -12.4788, 22.409, 0.0451, 0.0427, 0.0914
O, 7.2475, -6.8993, 18.7495, 0.0322, 0.0241, 0.0803
O, 4.2931, 1.1699, 35.5948, 0.0084, -0.0037, 0.0416
O, 12.3493, 21.1725, 18.619, -0.0069, 0.0283, 0.0613
O, 9.5695, 6.9076, 35.5732, -0.0061, 0.0007, 0.0376
O, -24.6377, 10.9407, 30.5751, 0.0255, -0.0331, 0.0786
O, 11.7451, -17.7021, 26.9518, -0.0364, 0.0056, 0.1142
O, -6.7759, -3.986, 35.6796, -0.0068, 0.0043, 0.0411
O, -11.5249, 12.7122, 30.5408, 0.014, -0.0173, 0.1541
O, 1.1929, 8.6773, 30.3146, -0.0572, -0.0047, 0.1207
O, 11.4836, -0.424, 34.9377, -0.0226, 0.0151, 0.0798
O, 6.5825, 11.6502, 25.8732, -0.0575, -0.0091, 0.1337
O, -22.3895, 7.7993, 17.631, 0.0005, -0.0055, 0.0516
O, -11.3889, -1.9744, 24.6565, 0.0558, -0.0231, 0.1177
O, 3.3218, 3.7121, 27.4116, 0.0032, -0.0171, 0.0834
N, -4.6315, 9.7839, 16.6426, -0.026, 0.0089, 0.0922
N, 3.0291, 3.0943, 15.6137, 0.021, 0.0143, 0.0636
O, -7.6365, 16.0838, 17.6527, -0.0298, 0.0265, 0.082
O, 5.4218, 19.3843, 18.9237, 0.0299, 0.0003, 0.101
O, 24.6154, 37.0354, 13.1353, -0.0133, -0.0053, 0.0343
O, -4.4304, 8.4783, 23.0809, -0.0217, 0.0159, 0.0702
O, -36.3887, -0.6133, 19.7516, -0.0062, 0.0056, 0.0896
N, 10.6786, 6.3432, 15.4819, -0.0097, -0.0044, 0.0774
O, -3.4791, -5.9943, 32.8339, -0.0133, 0.0166, 0.056
O, 2.7094, 6.8711, 15.2839, 0.0168, 0.008, 0.0332
O, 23.8111, 5.7317, 20.053, -0.0278, -0.036, 0.1432
O, -1.2002, 30.8164, 31.4179, -0.0077, 0.0041, 0.0543
O, -8.825, -2.0969, 25.3024, -0.0353, -0.0208, 0.0816
O, -3.5725, -13.9071, 20.7816, 0.0304, -0.007, 0.142
O, 4.4146, 20.8686, 25.7756, 0.0308, 0.035, 0.1128
O, -13.8849, 8.1021, 18.3313, -0.0398, -0.0006, 0.1004
O, 0.144, 17.7938, 32.1111, 0.0041, -0.0248, 0.0699
O, 7.0805, 24.103, 31.9541, 0.0157, 0.0521, 0.1144
O, 12.4797, 2.3431, 23.1819, -0.0161, -0.0334, 0.0866
O, -4.2884, -7.2353, 21.8138, 0.0172, -0.0022, 0.065
N, 8.4093, 8.2416, 15.6675, 0.0115, 0.0062, 0.0791
N, 5.1175, 0.7057, 18.7348, -0.0129, -0.0076, 0.1299
O, 3.5757, 7.5988, 30.8227, 0.0212, -0.0582, 0.1013
O, 0.888, -4.9483, 28.7398, -0.0116, -0.0248, 0.0866
O, 20.0239, 10.2338, 17.4392, -0.0028, -0.0177, 0.0549
O, -8.175, 3.9852, 24.8765, -0.0226, 0.0364, 0.1985
O, 10.9102, 38.661, 21.8905, -0.0077, 0.0087, 0.0641
O, -12.0945, 14.1514, 19.1044, 0.0227, -0.0162, 0.0856
O, 7.1759, -7.0235, 16.1078, 0.0034, -0.023, 0.0916
O, 3.5997, -12.209, 17.2599, -0.0026, 0.0019, 0.0454
O, -11.0318, -9.5548, 17.615, 0.0585, 0.0074, 0.0959
N, 4.9088, 16.0224, 15.442, -0.0185, -0.0011, 0.0561
O, -6.699, 23.3286, 26.4701, -0.0279, 0.0211, 0.0959
O, 2.3468, 15.6435, 22.4208, 0.0371, -0.0421, 0.1223
O, 2.4707, 27.8441, 26.5692, -0.0185, 0.0254, 0.0873
O, -13.5926, -12.7271, 35.0354, 0.0197, -0.0169, 0.0794
O, 11.2781, 18.5649, 26.8795, 0.0271, -0.0494, 0.105
O, 11.3651, 3.6846, 20.9634, 0.0217, 0.0239, 0.0681
O, 11.2174, 12.182, 20.0962, -0.0322, 0.0299, 0.098
O, -23.2564, 22.263, 32.676, 0.0029, -0.0014, 0.0655
O, -33.5336, 12.3547, 27.891, -0.0565, 0.0424, 0.136
O, -5.816, 20.8207, 21.2185, -0.0152, -0.0331, 0.1509
O, -13.8983, 24.0422, 29.4109, -0.0256, -0.0196, 0.0899
O, 11.6487, 5.4872, 17.8405, 0.0169, -0.0132, 0.0715
O, 3.5581, 20.8857, 29.8541, -0.0213, -0.0307, 0.0703
N, -3.4188, 1.5091, 17.331, -0.0316, 0.0142, 0.063
O, -3.2055, -8.0459, 34.5374, 0.0123, -0.0227, 0.1301
O, 5.6995, 5.1382, 34.6919, -0.0203, -0.0043, 0.103
O, -8.0596, -8.3561, 31.7623, -0.0011, -0.0368, 0.1057
O, 1.2064, 9.3305, 16.2232, 0.0301, -0.0247, 0.0951
O, 0.6671, 12.6985, 32.9242, 0.0309, -0.008, 0.065
O, 1.0367, -6.4404, 31.964, -0.0203, 0.033, 0.0904
O, 3.3196, 15.8469, 30.7576, 0.0115, 0.0191, 0.0748
O, -5.9553, 22.7841, 16.0286, 0.0389, -0.0203, 0.0907
O, 4.2821, 13.8334, 20.2044, 0.027, 0.0225, 0.1487
O, -2.3443, 10.7553, 24.4792, 0.0008, 0.0041, 0.0684
N, -5.911, -7.7455, 17.5942, -0.0079, -0.0293, 0.0857
O, -6.681, 13.832, 22.8071, -0.063, 0.0127, 0.1138
O, -5.2636, 0.8436, 30.4735, 0.059, 0.0232, 0.0901
O, -12.1511, 1.3174, 35.5849, 0.0042, -0.0032, 0.044
O, -7.1671, 23.4124, 29.0603, 0.021, -0.0253, 0.1077
O, 6.6141, 7.4221, 33.8009, 0.0072, 0.0189, 0.0569
O, 2.5828, 17.1825, 32.9105, -0.0231, -0.0004, 0.0745
O, 1.0751, 20.1376, 32.7674, 0.049, 0.0462, 0.127
O, -11.8451, 14.7686, 28.875, -0.0185, -0.0228, 0.0716
O, 1.522, -7.3785, 29.5512, 0.0366, -0.0094, 0.1405
O, 2.5055, 1.8297, 18.5235, -0.0023, 0.0029, 0.0505
O, -4.914, 1.379, 21.2209, 0.0039, 0.0283, 0.0973
O, -10.6632, 12.4614, 25.3628, -0.0191, 0.0026, 0.1519
O, -32.3346, 10.2779, 26.7624, -0.0019, 0.0383, 0.089
O, -1.9301, -6.5831, 22.8379, -0.0057, -0.014, 0.0671
O, 18.4844, -8.7397, 23.7111, -0.0178, -0.0615, 0.1116
O, -8.7192, 7.6644, 18.22, 0.0002, -0.0269, 0.0527
O, 9.1087, -5.4438, 17.7023, -0.0219, -0.0324, 0.0846
O, 4.9145, -14.3732, 16.6393, 0.0046, 0.0274, 0.0724
O, -8.2527, 18.8553, 28.3537, 0.0287, 0.0366, 0.1288
O, -8.2043, -1.9999, 34.78, 0.018, -0.0312, 0.085
O, 0.4902, -5.4187, 34.3779, -0.0378, -0.0017, 0.1408
O, 23.5222, 1.4719, 27.4589, 0.0206, 0.0156, 0.0766
O, 19.9158, 2.2364, 21.4108, -0.045, 0.0009, 0.0959
O, 14.7938, -1.6483, 23.4016, -0.0588, 0.0039, 0.1145
O, -26.6623, 0.0624, 23.4894, 0.0221, 0.0309, 0.111
O, -1.4802, 14.0836, 32.6175, -0.0219, 0.0129, 0.0672
O, 5.3919, -0.1618, 28.0754, -0.0145, -0.0028, 0.1617
O, 8.5233, -4.1137, 22.7332, -0.004, 0.023, 0.0611
O, -3.5105, -12.1448, 32.6522, -0.0379, -0.0335, 0.0994
O, -10.8934, 11.0492, 23.1887, 0.0202, 0.0053, 0.0778
O, -8.2631, -8.1426, 34.4328, 0.0244, 0.0058, 0.1209
O, 5.1527, 6.0469, 32.2168, 0.0552, -0.0055, 0.0844
O, -12.9493, -27.2708, 20.4102, 0.0196, 0.0271, 0.139
O, 2.6907, 0.305, 33.3989, -0.008, -0.0253, 0.0659
O, -8.5005, 0.2802, 24.4308, 0.0049, -0.0176, 0.0708

Results
free energy: -152235.134 eV
free energy less fixed offsets of N -386.36, O -570.45, Si -639.56 eV per atom: -2.614 eV

The program warned: the cutoff lies below the one the program advises for these potential files; the forces do not sum to zero within the program's tolerance; empty levels may hold ghost states of the PAW files; the exchange-correlation potential is rough where the density is thin.
